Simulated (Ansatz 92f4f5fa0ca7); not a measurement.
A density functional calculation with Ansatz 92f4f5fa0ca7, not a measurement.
Periodic cell of 461 atoms, Si304O157, from a study of silicon, its oxide and their interface. The atomic structure is a simulated model.
Doubt: the cutoff is far below the 930 eV that the study's wrapper takes by default for these files, so forces and energies are approximate.
This geometry differs little from another in the collection (a relaxation step or a small displacement).

Settings
functional: PBE
potential files: Ansatz PAW
basis: plane waves
wave-function cutoff: 580 eV
density cutoff ratio: 5
exchange-correlation grid ratio: 1
k mesh: 1 x 1 x 1, Gamma-centred
self-consistency stop: 5e-08 eV per atom in the density residual
occupations: fixed
spin: none
net charge: 0

Cell vectors (angstrom)
a 15.4691 0 0
b 0 15.4691 0
c -6.848 -7.0335 34.4745

Atoms and the computed forces on them: element, x, y, z (angstrom), force x, y, z (eV/angstrom)
Si -12.99 -10.603 24.032 0.025 0.016 0.003
Si -2.598 -3.219 25.532 -0.002 0.006 0.01
Si -4.477 -15.25 23.973 0.007 -0.011 0.012
Si -8.932 -10.966 24.227 0 0.015 0.001
Si 1.398 -3.133 25.892 -0.017 0.004 -0.012
Si -0.976 -15.155 23.947 -0.004 0.011 0.023
Si -2.442 -11.005 25.531 -0.007 0.011 0.003
Si -10.2 -7.051 25.76 -0.012 0.012 -0.015
Si -11.658 -3.097 25.856 0.003 0 -0.003
Si -10.968 -10.948 25.449 -0.002 0.004 0.003
Si -7.705 -7.028 25.758 -0.003 -0.012 0.003
Si -6.651 -3.116 25.454 -0.014 -0.001 -0.001
Si -7.106 -14.844 25.511 0.004 0.004 0.002
Si -2.345 -7.107 25.546 -0.002 -0.001 -0.003
Si -4.572 -2.949 24.348 -0.008 0.01 0.023
Si -2.743 -14.869 25.533 -0.003 -0.004 -0.001
Si 0.962 -8.933 26.991 -0.003 0.002 0.013
Si 0.933 -5.079 27.1 0 -0.005 -0.001
Si -0.883 -2.889 23.857 -0.015 -0.005 0.008
Si 1.4 -14.734 25.82 -0.032 0.005 -0.01
Si -10.781 -5.051 26.95 0.007 -0.006 0.008
Si -10.87 -12.805 26.949 0.002 0.003 -0.004
Si -6.979 -10.916 25.538 0.008 0.01 0.007
Si -6.965 -5.056 26.857 0.003 -0.005 0.017
Si -6.83 -1.262 26.915 0.005 0.006 0.011
Si -6.977 -12.867 26.877 -0.009 -0.013 0.009
Si -6.873 -8.963 26.884 -0.01 0.005 0.019
Si -2.881 -5.163 26.842 0.001 -0.01 0.002
Si -2.871 -1.297 26.93 0.003 -0.011 -0.012
Si -2.925 -12.906 26.865 0.001 -0.016 0.007
Si -2.855 -9.03 26.849 0.005 0.004 -0.003
Si 0.822 -6.95 25.687 0.002 -0.003 0.001
Si 0.923 -1.182 27.105 0.005 0 0.005
Si 0.919 -12.786 27.035 -0.001 0.003 0.003
Si 0.733 -10.862 25.652 -0.026 0.001 0.006
Si -10.892 -1.183 27.01 0.01 -0.002 0.006
Si -8.871 -12.847 28.282 0.004 0.004 0.003
Si -10.678 -9.05 26.941 0.003 -0.021 0
Si -8.825 -4.999 28.317 0.001 -0.002 0.002
Si -8.82 -1.232 28.247 -0.001 0 -0.004
Si -11.61 -14.731 25.788 0.019 0.004 0.003
Si -8.758 -9.047 28.336 -0.003 0.002 -0.005
Si -4.919 -5.123 28.168 -0.003 -0.001 0.001
Si -4.871 -1.259 28.266 -0.011 0 0.006
Si -4.945 -12.862 28.196 0 -0.003 -0.005
Si -4.865 -8.945 28.195 -0.002 0.003 0.003
Si -1.058 -5.111 28.357 0.003 -0.002 0.001
Si -1.044 -1.23 28.38 0.014 -0.006 0.013
Si -1.061 -12.857 28.33 0.004 0.004 -0.004
Si -1.003 -8.978 28.337 0.009 0.01 0.002
Si 2.853 -5.154 28.42 -0.002 -0.003 0.004
Si 2.797 -1.202 28.51 0.005 0.003 0.002
Si 2.795 -12.763 28.432 -0.002 -0.005 -0.003
Si 2.882 -8.96 28.332 -0.004 0.005 -0.001
Si -8.792 -7.021 29.64 -0.001 0 -0.004
Si -8.797 -3.115 29.7 -0.005 0 -0.003
Si -8.8 0.69 29.654 -0.003 0.003 -0.001
Si -8.79 -10.946 29.704 -0.004 -0.004 -0.001
Si -4.902 -7.031 29.625 0.001 -0.001 -0.003
Si -4.908 -3.202 29.63 -0.002 0 -0.005
Si -4.904 0.697 29.641 0.006 -0.003 -0.007
Si -4.915 -10.903 29.603 -0.006 -0.002 0.002
Si -1.047 -7.047 29.703 -0.004 -0.004 0.001
Si -1.047 -3.177 29.711 -0.007 0.008 -0.001
Si -1.043 0.705 29.715 -0.006 -0.001 0.001
Si -1.042 -10.913 29.691 -0.001 -0.006 0.001
Si 2.828 -7.07 29.737 0.007 -0.002 0.003
Si 2.825 -3.192 29.743 0.003 0.001 0.002
Si 2.813 0.756 29.762 0.01 0 0.007
Si 2.821 -10.847 29.739 0.007 -0.002 0
Si -6.848 -7.034 31.056 0.007 0.024 -0.487
Si -6.848 -3.166 31.056 0.119 0.04 -0.28
Si -6.848 0.701 31.056 -0.019 -0.02 -0.411
Si -6.848 -10.901 31.056 0.172 -0.128 -0.294
Si -2.981 -7.034 31.056 -0.114 0.023 -0.141
Si -2.981 -3.166 31.056 -0.151 -0.082 -0.095
Si -2.981 0.701 31.056 -0.088 0.071 -0.054
Si -2.981 -10.901 31.056 -0.152 -0.001 -0.303
Si 0.886 -7.034 31.056 -0.07 -0.112 0.191
Si 0.886 -3.166 31.056 -0.068 -0.132 0.276
Si 0.886 0.701 31.056 -0.169 0.129 0.425
Si 0.886 -10.901 31.056 -0.124 0.06 0.225
Si -10.715 -7.034 31.056 0.256 -0.075 0.089
Si -10.715 -3.166 31.056 0.079 0.082 0.341
Si -10.715 -14.768 31.056 0.199 0.039 0.204
Si -10.715 -10.901 31.056 0.076 0.034 0.278
Si 0.033 1.941 3.415 -0.003 -0.001 0
Si 0.018 5.806 3.421 0.002 -0.001 0
Si 0.036 -5.812 3.419 0 0.003 0.001
Si 0.004 -1.933 3.403 0.004 -0.001 0.003
Si 3.842 1.945 3.42 0.005 0.001 0.002
Si 3.868 5.801 3.433 0 0 0.006
Si 3.816 -5.81 3.412 0.003 0.002 0.002
Si 3.864 -1.939 3.4 -0.001 -0.002 0.003
Si 7.772 1.942 3.422 -0.003 0.001 0.001
Si 7.734 5.801 3.429 0 0 0.002
Si 7.769 -5.81 3.415 -0.004 0 0.002
Si 7.722 -1.928 3.407 -0.001 0 0.002
Si -3.913 1.948 3.415 0.001 0.001 0.002
Si -3.847 5.8 3.428 -0.004 -0.001 0.003
Si -3.873 -5.813 3.424 0.001 0.001 0.002
Si -3.869 -1.936 3.392 0.001 -0.003 0.002
Si -1.945 1.976 4.681 -0.002 0 -0.005
Si -1.9 5.879 4.793 -0.002 0.006 -0.003
Si -1.907 -5.848 4.736 0 -0.002 -0.002
Si -1.937 -2.004 4.739 -0.003 -0.002 -0.003
Si 1.937 1.962 4.86 -0.003 0.001 0
Si 1.936 5.76 4.82 0 0.003 0.003
Si 1.922 -5.824 4.871 -0.002 0.002 0.007
Si 1.939 -1.893 4.762 0.001 0.001 -0.001
Si 5.811 1.962 4.71 0 -0.003 -0.006
Si 5.8 5.837 4.808 0 0.003 -0.004
Si 5.785 -5.821 4.679 -0.001 -0.002 -0.004
Si 5.783 -1.985 4.767 0.002 0.001 -0.003
Si 9.665 1.963 4.887 0.003 0 -0.002
Si 9.678 5.73 4.79 0 -0.002 0
Si 9.686 -5.825 4.843 0.002 0.005 0.009
Si 9.667 -1.851 4.744 0.002 -0.001 -0.001
Si -1.998 0.003 5.933 0.002 0.008 0.009
Si -1.908 3.911 6.042 0.004 -0.008 0.001
Si -1.889 -7.665 6.242 0.001 0 -0.001
Si -1.895 -3.975 6.11 0.004 0.001 -0.007
Si 1.953 0.004 6.196 0.003 0 -0.003
Si 1.941 3.881 6.296 -0.001 0 -0.01
Si 1.898 -7.828 6.236 -0.002 0.003 0
Si 1.933 -3.791 6.139 -0.001 -0.001 -0.006
Si 5.783 0.01 6.007 -0.001 0.004 0.011
Si 5.814 3.87 6.108 0 -0.006 0.001
Si 5.773 -7.642 6.141 -0.002 0.002 -0.009
Si 5.789 -3.98 6.095 -0.004 0.002 -0.006
Si 9.659 0.011 6.245 0.006 -0.003 0
Si 9.65 3.888 6.32 -0.005 -0.001 -0.011
Si 9.702 -7.855 6.166 0.005 0.001 -0.001
Si 9.684 -3.764 6.068 0.001 -0.001 -0.006
Si -0.126 -0.008 7.317 -0.002 0.002 -0.006
Si -0.092 3.903 7.565 -0.003 0.008 -0.005
Si 0.012 -7.756 7.73 0.003 0 0.005
Si 0.024 -3.907 7.533 -0.008 -0.007 -0.005
Si 3.957 0.038 7.505 -0.004 0.011 0.004
Si 3.968 3.87 7.579 0.004 -0.005 0.004
Si 3.85 -7.722 7.569 -0.007 -0.002 0.006
Si 3.863 -3.89 7.497 0.007 -0.012 -0.007
Si 7.619 -0.025 7.48 -0.003 -0.003 -0.004
Si 7.621 3.872 7.662 0 0.004 -0.004
Si 7.73 -7.747 7.472 0.007 0.006 -0.002
Si 7.038 -1.989 8.67 0.009 -0.005 -0.009
Si -3.773 0.016 7.49 -0.006 0 -0.009
Si -3.737 3.951 7.513 0.004 0.005 0.003
Si -3.844 -7.746 7.596 -0.008 0.006 0.004
Si -3.851 -3.845 7.414 -0.005 -0.004 0.005
Si -0.692 1.867 8.613 -0.003 0.002 -0.007
Si -0.666 5.744 9.009 -0.01 -0.002 -0.003
Si 0.698 -5.765 8.938 -0.001 -0.002 0
Si 4.513 1.925 8.875 -0.008 0 0.001
Si 4.495 5.83 8.837 -0.001 0 0
Si 3.195 -5.783 8.81 0.003 -0.003 0.014
Si 4.611 -1.928 8.635 0.002 -0.003 0.003
Si 6.928 1.842 8.763 0.005 0.001 0.001
Si 6.971 5.893 8.819 0.005 -0.004 0.01
Si 8.481 -5.802 8.61 0.014 0.007 -0.004
Si 7.752 -3.876 7.406 0.003 0.001 0.012
Si -3.084 1.981 8.626 0.005 -0.007 0.017
Si -3.167 5.826 8.919 0.008 -0.008 0.002
Si -4.521 -5.743 8.699 -0.007 0.003 0.003
Si -3.138 -1.941 8.664 0 -0.002 0.001
Si -0.678 -1.896 8.602 -0.002 -0.003 0.013
Si -6.848 -8.967 32.423 0.02 0.006 -0.045
Si -6.848 -5.1 32.423 -0.009 0.009 -0.031
Si -6.848 -1.233 32.423 0.095 -0.022 -0.014
Si -6.848 -12.834 32.423 0.097 0.023 -0.01
Si -2.981 -8.967 32.423 -0.108 0.005 -0.025
Si -2.981 -5.1 32.423 -0.023 0.019 -0.003
Si -2.981 -1.233 32.423 -0.103 -0.004 -0.017
Si -2.981 -12.834 32.423 -0.073 -0.017 -0.009
Si 0.886 -8.967 32.423 -0.074 -0.007 0.031
Si 0.886 -5.1 32.423 -0.012 0.032 0.023
Si 0.886 -1.233 32.423 0.026 0.018 0.007
Si 0.886 -12.834 32.423 -0.01 -0.033 0.037
Si -10.715 -8.967 32.423 0.098 -0.01 0.021
Si -10.715 -5.1 32.423 0.079 0.016 -0.004
Si -10.715 -16.701 32.423 -0.053 -0.026 0.019
Si -10.715 -12.834 32.423 0.034 -0.005 0.026
Si -4.914 -8.967 33.79 0.019 -0.011 -0.008
Si -4.914 -5.1 33.79 0.021 -0.002 0.002
Si -4.914 -1.233 33.79 0.007 0.036 -0.004
Si -4.914 -12.834 33.79 0.02 -0.021 0.01
Si -1.047 -8.967 33.79 0.042 0.009 0.023
Si -1.047 -5.1 33.79 -0.001 -0.034 -0.008
Si -1.047 -1.233 33.79 0.023 -0.013 -0.013
Si -1.047 -12.834 33.79 0.033 0.044 -0.006
Si -12.649 -8.967 33.79 0.005 -0.004 -0.001
Si -12.649 -5.1 33.79 -0.01 -0.01 0.017
Si -12.649 -16.701 33.79 0.007 0.008 0
Si -12.649 -12.834 33.79 -0.024 -0.017 0.006
Si -8.782 -8.967 33.79 -0.047 -0.001 0.018
Si -8.782 -5.1 33.79 -0.013 -0.027 -0.011
Si -8.782 -16.701 33.79 -0.031 -0.006 -0.004
Si -8.782 -12.834 33.79 -0.037 0.028 -0.003
Si 1.934 0 0.683 -0.022 -0.036 -0.014
Si 1.934 3.867 0.683 -0.016 0.085 -0.021
Si 1.934 7.734 0.683 -0.002 -0.044 -0.042
Si 1.934 -3.867 0.683 -0.013 -0.008 -0.043
Si 5.801 0 0.683 -0.023 0.112 0.01
Si 5.801 3.867 0.683 -0.008 -0.054 0.013
Si 5.801 7.734 0.683 -0.016 0.023 0.037
Si 5.801 -3.867 0.683 -0.035 -0.07 0.038
Si -5.801 0 0.683 0.004 -0.064 -0.012
Si -5.801 3.867 0.683 0.002 0.139 -0.027
Si -5.801 -7.734 0.683 -0.019 -0.039 -0.034
Si -5.801 -3.867 0.683 0.01 -0.032 -0.04
Si -1.934 0 0.683 0.028 0.115 0.008
Si -1.934 3.867 0.683 0.015 -0.073 0.012
Si -1.934 -7.734 0.683 0.022 -0.01 0.037
Si -1.934 -3.867 0.683 0.038 -0.026 0.038
Si 0 0 2.05 0.045 0.067 -0.036
Si 0 3.867 2.05 0.062 0.07 -0.014
Si 0 7.734 2.05 0.229 -0.025 -0.059
Si 0 -3.867 2.05 0.153 -0.082 0.001
Si 3.867 0 2.05 -0.029 0.078 0.008
Si 3.867 3.867 2.05 -0.062 0.085 0.009
Si 3.867 7.734 2.05 -0.17 -0.092 -0.011
Si 3.867 -3.867 2.05 -0.192 -0.089 -0.067
Si 7.734 0 2.05 0.017 0.086 -0.016
Si 7.734 3.867 2.05 0.056 0.051 0.015
Si 7.734 7.734 2.05 0.16 -0.066 -0.014
Si 7.734 -3.867 2.05 0.166 -0.031 0.007
Si -3.867 0 2.05 -0.021 0.099 -0.034
Si -3.867 3.867 2.05 -0.042 0.09 -0.051
Si -3.867 -7.734 2.05 -0.142 -0.074 0.003
Si -3.867 -3.867 2.05 -0.151 -0.133 -0.039
Si -8.721 -8.703 21.916 0.001 0.042 0.026
Si -8.328 -3.815 23.089 -0.013 -0.001 -0.007
Si -9.353 -13.407 17.891 0.005 -0.008 -0.006
Si -7.015 -6.636 23.584 -0.033 0.02 -0.033
Si -4.169 -7.661 23.022 -0.002 -0.047 -0.023
Si -9.717 -15.393 23.632 -0.007 -0.009 0.004
Si -8.863 -13.047 22.044 0.008 0.003 0.003
Si -4.609 -10.773 23.376 -0.009 -0.014 0.006
Si 2.57 -2.545 21.338 -0.003 -0.003 0.022
Si -12.385 -7.47 23.534 -0.003 0.011 0.015
Si 0.519 -2.461 11.354 -0.005 -0.01 0
Si 0.619 2.094 11.477 0.006 0.002 -0.003
Si 0.351 5.278 11.209 -0.013 0.001 -0.025
Si -0.406 -5.358 11.053 0.016 0.002 -0.018
Si 8.365 5.409 11.558 -0.001 -0.001 -0.016
Si 3.572 5.469 11.014 0.006 -0.007 -0.032
Si 4.377 -5.659 10.852 -0.007 0.007 -0.014
Si 3.61 -2.711 11.408 -0.009 0.003 0.01
Si 8.543 2.233 11.258 -0.002 0 -0.008
Si 3.787 2.278 11.163 0.005 -0.007 -0.014
Si 7.52 -5.657 10.716 0.006 0.007 -0.004
Si 8.049 -2.559 10.714 -0.018 0.003 -0.002
Si -3.433 -0.065 12.715 -0.016 -0.005 -0.006
Si -3.961 5.467 11.158 -0.009 -0.019 -0.03
Si -3.562 -5.394 10.838 -0.004 -0.002 -0.013
Si -4.232 -2.382 10.687 0.013 0.004 -0.02
Si 4.89 1.374 14 0.004 0 -0.012
Si 7.279 5.029 14.428 0.006 -0.002 -0.028
Si 4.892 3.775 15.71 0.002 0.007 -0.013
Si 4.591 -1.607 14.205 0.003 -0.029 -0.035
Si 9.676 -6.189 12.776 -0.001 0.004 -0.024
Si -0.032 -5.919 18.755 -0.009 -0.011 -0.011
Si -5.215 -7.187 15.598 0.006 0.005 -0.008
Si -3.912 2.311 10.769 -0.016 0.013 -0.025
Si 4.2 -7.73 13.013 0.001 0.011 -0.007
Si 7.729 -1.999 13.661 0.005 0.005 0.001
Si 8.025 1.995 14.265 0.012 -0.003 -0.029
Si -11.056 -6.846 20.889 0.008 0 0.021
Si -9.112 -4.39 20.309 0.007 -0.002 0.034
Si 0.354 -12.126 18.745 -0.009 -0.003 0.003
Si 5.901 -6.189 14.927 0.001 -0.003 -0.023
Si -5.163 -4.36 16.632 0.003 0.008 -0.006
Si -3.943 -6.455 20.303 -0.005 -0.012 0.017
Si 8.308 -4.108 14.338 -0.014 0.018 0
Si -0.244 -6.435 13.872 0.005 0.012 -0.021
Si -2.696 -9.01 16.047 -0.011 -0.012 -0.009
Si -1.762 -8.896 13.219 0.003 -0.01 -0.008
Si -3.602 -1.672 16.935 -0.016 0.002 -0.014
Si 2.417 -10.24 17.195 -0.002 -0.003 0.001
Si -8.347 -9.869 19.249 -0.005 -0.003 -0.006
Si -11.259 -3.023 18.627 -0.005 0 -0.002
Si -4.403 -3.736 21.392 -0.013 0.01 0.003
Si 0.432 -4.347 15.925 0.002 0.008 -0.019
Si 2.649 -7.513 18.375 0.009 0.003 -0.009
Si 2.609 -15.176 20.667 -0.006 0.003 0.009
Si -7.896 -8.178 16.615 0.002 0.002 -0.032
Si -0.565 -1.284 16.139 -0.007 -0.007 -0.019
Si -0.356 -0.246 13.319 0.011 -0.005 -0.029
Si 2.117 -7.942 15.433 0.002 -0.002 -0.012
Si -2.283 -10.398 18.655 0.001 -0.007 0.001
Si 1.086 -15.053 18.152 -0.003 0.006 0.005
Si -11.43 -15.501 18.107 0 0.009 -0.004
Si 2.169 -12.184 21.213 -0.001 -0.008 0.003
Si -0.447 -3.588 20.94 0.001 0.001 0.019
Si -7.036 -12.63 19.494 -0.007 -0.013 0.008
Si -6.266 -4.998 19.58 -0.005 0.018 0.009
Si -5.531 -0.09 15.085 0.002 -0.007 -0.021
Si -2.699 -14.434 21.608 0.011 0.001 0.027
Si -4.188 -12.026 20.488 -0.005 0.008 0.026
Si -1.751 -7.493 18.4 -0.026 0 0.006
Si 3.579 -4.14 15.885 0 -0.002 -0.029
Si -10.626 -11.627 20.069 -0.004 -0.002 0.003
Si -2.677 -1.641 20.011 -0.001 0.005 0.002
Si -10.929 -2.887 23.675 0.003 -0.007 0.001
O -8.551 -3.42 21.513 0.003 -0.012 0.007
O -5.938 -14.608 24.359 -0.01 0.001 -0.004
O -5.407 -6.675 23.348 -0.048 0.026 0
O -7.768 -7.557 22.496 -0.005 -0.034 -0.001
O -4.055 -14.695 22.489 -0.004 -0.001 -0.015
O -8.521 -12.412 23.506 0 0 -0.01
O -4.773 -11.471 21.915 0.005 -0.007 -0.019
O -2.996 -7.251 24.05 0.052 0.014 0.039
O -0.741 -6.984 25.147 -0.017 -0.003 -0.002
O 0.648 -3.195 24.392 0.015 -0.001 0.011
O -5.554 -6.415 20.001 0.005 -0.015 0.002
O 0.561 -14.732 24.361 0.011 0 0.009
O -3.179 -11.164 24.056 0.019 -0.006 0.007
O -0.844 -10.929 25.102 0.024 0 0.001
O 1.855 -6.791 24.39 -0.005 0.001 0.009
O -10.944 -7.174 24.265 0.02 0.004 0.01
O -9.825 -4.111 23.668 -0.015 -0.001 -0.008
O -11.067 -14.669 24.212 -0.002 0.007 -0.004
O 3.899 3.905 11.389 -0.001 -0.002 0.012
O -0.175 1.582 10.161 -0.002 -0.007 0.001
O -0.399 -9.394 12.445 0.003 0.001 0.022
O 0.069 -1.584 10.06 -0.003 0.004 -0.018
O 2.03 -3.053 11.21 0.018 0.01 0.01
O 8.574 1.643 12.764 -0.001 -0.002 0.021
O 5.947 -6.157 10.678 -0.008 -0.004 0.012
O 4.095 -1.737 10.203 -0.013 -0.002 0.004
O 7.387 1.548 10.347 -0.002 0.003 0.001
O -4.152 -1.232 11.839 0.004 0.008 0.019
O 7.542 -9.319 10.364 -0.008 0.003 -0.011
O -7.392 -11.141 18.911 -0.001 0.008 -0.006
O 9.647 -2.607 10.328 0.014 -0.008 -0.007
O -1.974 -5.853 10.846 -0.008 0.004 0.009
O -7.406 -5.123 23.172 0.018 -0.038 -0.005
O -11.777 -4.102 17.518 0.003 0.001 0.012
O -12.212 -11.397 20.269 -0.011 0.001 -0.002
O -10.188 -5.464 20.908 -0.007 -0.004 -0.012
O -10.116 -14.78 17.447 -0.004 -0.007 -0.002
O -10.102 -8.101 21.305 0.02 0.004 0.001
O -9.054 -9.778 23.088 0.01 -0.003 -0.009
O -10.316 -12.854 19.071 0 0.008 0.015
O -3.739 -2.304 21.046 -0.002 -0.001 -0.005
O -2.195 -1.291 16.203 0.008 0.002 0.012
O -4.662 -1.391 23.821 0.004 0.022 -0.007
O -4.563 -3.886 22.997 0.012 -0.015 -0.012
O 2.019 -4.464 15.502 0.006 0.001 0.012
O -1.406 -14.282 22.614 0.005 -0.004 -0.006
O -4.7 -9.168 23.227 -0.003 0.027 -0.01
O -2.973 -13.076 20.761 -0.002 0.002 -0.01
O 2.692 -7.123 16.759 -0.001 0 -0.004
O -12.712 -9.074 23.462 -0.009 -0.03 -0.004
O 0.792 -12.095 20.332 0.005 -0.001 -0.001
O -12.043 -3.255 22.526 0 0 -0.01
O 0.309 3.691 11.651 0.003 0.011 0.016
O 3.99 -2.683 15.266 0.009 0.011 -0.002
O 0.298 -6.081 12.358 -0.003 0.001 0.016
O -0.085 -0.307 14.921 0.001 0.001 0.011
O 7.644 5.716 12.989 -0.007 0.013 0.018
O 3.894 -1.923 12.777 0.013 -0.004 0.017
O 4.435 -4.112 11.395 0 -0.013 0.007
O -5.497 1.94 10.544 0.006 -0.005 0.005
O 1.737 -9.452 15.93 -0.002 -0.002 0.009
O 8.86 -1.13 14.453 -0.006 -0.006 0.009
O 7.813 -1.638 12.052 -0.003 0.009 0.019
O 7.534 -4.066 11.155 0.001 -0.013 0.001
O -3.282 1.334 11.906 0.02 -0.005 0.007
O -3.636 -3.803 11.263 -0.006 -0.003 0.008
O 4.631 1.563 12.386 -0.007 0.011 -0.003
O -5.757 -7.203 14.049 -0.001 -0.004 0.01
O 1.382 -11.319 17.781 0.007 0.003 0.001
O -0.476 -3.751 11.422 0.002 -0.002 0.009
O 2.121 -11.514 22.697 -0.003 0.009 0.009
O -6.464 -7.4 16.633 0.008 0.002 0.009
O 5.595 -7.194 13.668 0.005 0.004 0.01
O -4.007 -3.212 16.548 -0.005 0.005 0.015
O -1.015 -1.279 23.514 0.002 -0.001 -0.017
O -3.362 -1.553 18.539 0.001 -0.003 -0.005
O -3.475 -4.955 20.792 0.016 -0.001 -0.01
O 5.666 4.777 14.66 -0.015 -0.002 0.015
O 0.109 -16.164 17.497 0.004 0.005 0.008
O 4.171 2.588 14.842 -0.001 -0.008 0.01
O 4.579 -5.3 15.303 -0.005 0.001 0.011
O -5.529 -9.603 11.494 0.021 0.002 0.014
O -1.134 -3.729 22.447 0.007 0.003 -0.004
O 0.793 -7.315 14.756 -0.003 0.001 0.012
O -12.294 -2.924 19.873 0.005 -0.001 -0.007
O -1.832 -7.805 16.774 0.006 0.01 0.007
O -9.793 -3.448 19.176 -0.003 0.001 -0.008
O -4.544 -5.746 16.003 -0.002 -0.007 0.008
O 3.22 -8.013 14.264 0 -0.007 0.015
O -7.849 -9.351 20.704 0 0.017 0.015
O 3.635 -6.576 11.996 -0.006 0.012 0.008
O -1.928 -0.549 13.057 0.009 -0.004 0.016
O 2.652 -16.418 21.708 0.005 -0.006 -0.001
O -1.307 -2.54 20.016 0.003 -0.003 -0.003
O -3.752 3.842 11.363 -0.008 0.02 0.011
O -10.086 -12.093 21.533 0.003 0.001 0.005
O 8.963 -3.92 15.826 -0.004 -0.003 -0.001
O -7.634 -12.931 20.987 -0.005 0.001 0.001
O -0.309 -4.987 20.089 0 0.009 0.012
O -4.31 0.197 14.048 0 -0.003 0.01
O 2.557 -13.755 21.449 0.005 0.006 -0.006
O 6.498 1.415 14.323 -0.015 -0.004 0.011
O -4.818 -16.137 16.448 0.009 -0.006 0.013
O 4.352 -9.101 12.146 0.014 -0.003 0.013
O -4.385 -6.277 11.954 0.007 0.001 0.009
O 0.108 1.217 12.757 -0.004 -0.003 0.018
O 7.084 -5.189 14.444 0.009 0.006 0.011
O 7.76 -9.434 15.599 0.003 0.004 0.025
O 8.389 -6.534 11.814 0.005 -0.005 0.02
O 6.392 -7.128 16.178 -0.008 0.001 0.011
O -11.524 -15.239 19.722 -0.003 0.002 -0.003
O -1.998 -9.602 14.685 0.007 -0.002 0.005
O 8.253 3.82 11.275 -0.003 -0.009 0.001
O -5.865 -3.848 20.675 0.001 -0.003 -0.005
O 1.288 -15.419 19.733 0.004 0 -0.008
O 8.075 3.603 14.525 0 0.002 0.014
O 0.481 -1.478 12.643 -0.006 0.01 0.017
O -8.535 -15.22 24.756 0.012 -0.006 0.005
O -0.015 -2.793 15.93 0 0.005 0.01
O -11.165 -1.606 17.852 0.005 -0.016 0.005
O 2.696 -9.148 18.386 -0.002 -0.023 0.001
O 2.216 1.831 11.286 0.003 0.003 0.008
O -11.614 -7.01 19.355 0.012 0.007 0.006
O 9.492 -4.667 13.341 0.004 -0.001 0.009
O -9.918 -10.311 19.43 0.005 0.008 -0.001
O -3.625 -7.518 21.493 0.004 0.006 -0.024
O -1.608 -8.974 19.135 0.011 0.013 0.001
O -9.271 -14.62 22.254 -0.003 -0.006 0.003
O -5.412 -12.74 19.635 0.005 0.003 -0.003
O 1.034 -3.019 21.274 -0.004 -0.001 -0.006
O 9.054 1.28 15.329 -0.001 0.007 0.01
O -12.266 -6.84 22.016 0.006 -0.001 -0.012
O -1.611 -7.301 13.596 -0.002 0.007 0.008
O -10.109 -1.483 23.317 0.001 0.007 -0.005
O 6.212 -1.7 14.174 -0.021 -0.005 0.011
O -11.675 -10.941 16.649 0.002 0 0.006
O 2.593 -15.029 17.461 -0.004 -0.001 0.004
O -4.169 -8.416 15.702 0 0 0.008
O -3.17 -6.852 18.934 0.006 0.004 -0.001
O -0.475 -5.084 14.766 -0.005 -0.011 0.006
O 1.3 -6.845 19.002 0.004 0.008 0.017
O -5.646 -4.537 18.163 0.004 0.004 -0.014
O -5.784 -11.204 24.408 -0.014 -0.003 -0.005
O 0.166 -4.986 17.411 0.003 0 0.01
O -3.037 -9.193 12.246 -0.003 0.007 0.015
O -8.252 -8.73 18.103 -0.004 -0.008 0.023
O -7.81 -13.637 18.427 0.001 0.002 0.004
O -7.618 -2.746 24.108 0.013 0.006 0.008
O -7.878 -5.179 19.582 -0.003 0.001 -0.003
O -2.843 -10.231 17.122 -0.001 0.003 0.005
O -9.398 -12.326 16.669 -0.004 0.004 0.002
O 4.251 -0.039 14.53 0.001 0.013 0.016
O 0.336 -13.618 18.096 0.002 -0.009 0.004
O -3.535 -10.808 19.619 -0.001 -0.002 -0.003
O -1.152 -11.553 18.666 0.001 0.001 0.003
O -2.371 -15.606 20.534 -0.006 -0.008 -0.011
O 1.935 5.746 11.094 0.002 -0.002 0.015

Results
free energy: -282551.003 eV
free energy less fixed offsets of O -568.88, Si -635.61 eV per atom: -11.403 eV

The program warned: the cutoff lies below the one the program advises for these potential files; the forces do not sum to zero within the program's tolerance; the exchange-correlation potential is rough where the density is thin.
